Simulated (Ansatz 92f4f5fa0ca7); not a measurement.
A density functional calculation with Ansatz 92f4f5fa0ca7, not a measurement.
Periodic cell of 215 atoms, Si132O82As1, from a study of silicon, its oxide and their interface. The atomic structure is a simulated model.
Doubt: the cutoff is far below the 930 eV that the study's wrapper takes by default for these files, so forces and energies are approximate.
This geometry differs little from another in the collection (a relaxation step or a small displacement).

Settings: functional PBE; potential files Ansatz PAW; basis plane waves; wave-function cutoff 580 eV; density cutoff ratio 5; exchange-correlation grid ratio 1; k mesh 1 x 1 x 1, Gamma-centred; self-consistency stop 5e-08 eV per atom in the density residual; occupations fixed; spin none; net charge +1 e, with a uniform compensating background and no finite-size correction.

Cell vectors (angstrom)
a	10.938	0	0
b	0	10.938	0
c	0	0	31.5432

Atoms and the computed forces on them: element, x, y, z (angstrom), force x, y, z (eV/angstrom)
Si	10.4398	0.5765	24.3289	-0.0008	-0.0017	0.0213
Si	6.0466	10.5026	24.1258	0.0072	-0.0056	0.031
Si	2.1281	3.2481	24.0652	0.0019	0.0052	0.0258
Si	8.704	2.2576	24.2964	-0.0005	-0.0067	0.0255
Si	0.4988	5.0544	24.15	0.0062	-0.0055	0.0272
Si	5.0517	5.8891	24.1827	0.0022	0.0096	0.0218
Si	3.3917	7.6469	24.1529	0.0017	0.002	0.0251
Si	7.8349	8.8277	23.9648	-0.0094	0	0.0305
Si	1.3448	1.4833	25.4448	0.0067	-0.0025	-0.0099
Si	6.9074	1.3031	25.4873	-0.0045	0.0018	-0.0094
Si	4.0241	4.0977	25.3118	0.0009	-0.0004	-0.0052
Si	9.6702	4.0947	25.4115	-0.0008	0.0051	-0.0117
Si	1.4965	6.811	25.3608	-0.0012	0.0014	-0.0089
Si	6.9135	6.9415	25.2192	0.0031	-0.0018	-0.0035
Si	4.2265	9.5457	25.3281	-0.0013	0.0028	-0.0063
Si	9.5346	9.627	25.4199	0.0032	-0.0021	-0.0092
Si	2.7756	0.0075	26.6356	-0.0071	-0.0023	0.0006
Si	8.2575	0.0032	26.9008	0.0156	0.0153	0.0198
Si	0.0141	2.7643	26.9058	-0.0017	-0.0032	0.0266
Si	5.4489	2.7416	26.6584	0.0016	0.0039	0.0006
Si	2.7647	5.4403	26.8245	0.0048	0.0008	0.0198
Si	8.227	5.5183	26.6202	-0.0045	-0.0036	0.0023
Si	0.0483	8.21	26.6458	0.0038	0.0036	0.0001
Si	5.5243	8.1657	26.7465	-0.002	-0.0059	0.0137
Si	4.1032	1.375	28.0568	-0.0003	-0.002	-0.0035
Si	9.6021	1.3753	28.2566	-0.0005	0.002	-0.0104
Si	1.3947	4.1203	28.2287	-0.0088	-0.0002	-0.0103
Si	6.838	4.1354	28.0167	0.0003	0.0036	-0.0046
Si	4.1561	6.8168	28.1555	-0.0061	-0.0075	-0.0113
Si	9.6061	6.8425	28.0374	0.0018	-0.0011	-0.0039
Si	1.3955	9.5909	28.0409	0.0018	0.0018	-0.0056
As	6.851	9.5365	28.2444	-0.0077	-0.0033	0.0001
Si	0.0625	-0.022	29.5289	-0.0008	0.004	-0.0003
Si	5.4091	0.0557	29.5382	0.003	-0.0013	0.0073
Si	2.7689	2.7108	29.5271	-0.0036	0.004	0.0029
Si	8.1731	2.7818	29.4745	0.0041	-0.003	0.0025
Si	-0.0125	5.5034	29.4997	0.0076	-0.0049	0.0041
Si	5.5124	5.4431	29.504	-0.0009	0.002	-0.0006
Si	2.7459	8.2171	29.443	0.0004	-0.0024	0.0043
Si	8.2992	8.1235	29.5736	-0.0018	-0.0012	0.0026
Si	1.3981	1.3595	30.9099	0.0027	-0.0055	-0.0042
Si	6.8371	1.3931	30.8539	-0.0049	0.0029	-0.005
Si	4.1277	4.0895	30.8869	0.006	-0.0022	-0.0032
Si	9.5559	4.1219	30.8465	-0.0058	0.0023	-0.0041
Si	1.3767	6.8613	30.8319	-0.0037	0.0049	-0.003
Si	6.8542	6.7981	30.9101	0.0044	-0.0057	-0.0044
Si	4.0841	9.5599	30.8594	-0.0036	0.0049	-0.0053
Si	9.6161	9.569	30.9096	0.0048	-0.0042	-0.0033
Si	2.7519	-0.0227	0.7283	0.0057	-0.0049	0.0024
Si	8.1821	0.004	0.6792	-0.0057	0.0034	0.0025
Si	-0.0262	2.7499	0.6761	-0.0052	0.0047	-0.0004
Si	5.4731	2.7114	0.7205	0.006	-0.0056	0.0019
Si	2.7155	5.4797	0.6668	-0.0043	0.0052	-0.0009
Si	8.2276	5.4339	0.7389	0.0027	-0.0022	0.0019
Si	0.0388	8.1732	0.7224	0.0041	-0.0033	0.0022
Si	5.4682	8.2123	0.6846	-0.0019	0.0071	0.001
Si	4.1212	1.3338	2.0901	-0.0024	0.0018	-0.0098
Si	9.5302	1.3837	2.0382	0.0049	-0.0088	-0.0029
Si	1.3228	4.134	2.0487	0.0039	-0.0046	-0.0016
Si	6.8542	4.0514	2.0912	-0.0057	0.0042	-0.0119
Si	4.0717	6.8572	2.0327	0.0073	-0.0054	-0.0042
Si	9.6092	6.7997	2.0848	-0.0045	0.0047	-0.0056
Si	1.3873	9.5465	2.0947	-0.004	0.0018	-0.0116
Si	6.8268	9.5729	2.0734	0.0003	-0.0003	-0.005
Si	-0.0496	-0.0093	3.3502	0.0029	0.0088	0.0173
Si	5.4711	-0.0222	3.5125	-0.0009	0.0019	0.0011
Si	2.6889	2.7246	3.3432	0.0076	0.0028	0.0309
Si	8.1924	2.6841	3.519	-0.0017	-0.0011	0.0056
Si	-0.012	5.4567	3.5392	-0.0062	0.0057	0.0043
Si	5.448	5.4702	3.3321	-0.0045	-0.004	0.0211
Si	2.7467	8.1894	3.5051	-0.0026	0.0016	0.0048
Si	8.2276	8.1827	3.3855	0.0044	-0.0117	0.0189
Si	1.2889	1.3668	4.6825	-0.0038	0.0004	-0.0324
Si	6.8422	1.299	4.9361	0.0011	-0.0019	0.0009
Si	4.0579	4.1149	4.6538	-0.0065	-0.002	-0.0413
Si	9.533	4.0596	4.9149	0.0045	-0.0002	-0.0008
Si	1.3574	6.8654	4.9123	0.0016	-0.0036	0.0021
Si	6.8354	6.7972	4.6912	0.0001	0.0064	-0.0272
Si	4.1059	9.5575	4.9109	0.0031	-0.0024	0.0018
Si	9.5737	9.5658	4.7567	-0.006	0.0002	-0.0193
Si	2.6133	0.04	6.113	0.0085	-0.0066	0.0114
Si	8.2291	-0.1388	6.2812	-0.0019	0.0024	0.0087
Si	-0.0224	2.6435	6.2093	-0.0029	-0.0001	0.0128
Si	5.3721	2.7656	6.0805	0.0085	-0.0108	0.0083
Si	2.7508	5.4254	6.1508	-0.0028	0.0051	0.0126
Si	8.0908	5.4361	6.1917	0.0019	-0.006	0.0061
Si	-0.0048	8.2968	6.2445	0.0055	-0.0027	0.001
Si	5.5687	8.1447	6.163	-0.0031	0.0026	0.0125
Si	3.4687	1.9394	7.1888	-0.0021	0.0053	-0.009
Si	10.0206	0.8259	7.4859	0.0018	0.002	-0.0217
Si	1.7644	3.6555	7.361	0.0028	-0.0028	-0.026
Si	6.2047	4.5212	7.3944	-0.0011	0.0048	-0.0163
Si	4.6367	6.3063	7.2664	-0.0017	0	-0.019
Si	9.1651	7.1851	7.3358	-0.0059	0.0079	-0.0123
Si	0.8918	10.155	7.5349	-0.0066	0.0023	-0.0165
Si	7.4127	8.882	7.503	-0.0011	0.002	-0.0245
O	4.568	6.6093	8.8865	-0.0098	0.008	0.0232
O	1.3744	3.978	8.9415	-0.0054	0.0129	0.0261
O	9.7543	6.5419	8.7437	0.0067	-0.0065	0.0241
O	1.3027	10.1087	9.1581	0.0122	-0.0036	0.0211
O	6.0613	4.2155	9.027	0.0024	-0.0152	0.028
O	3.6961	1.6169	8.7758	0.0198	-0.0148	0.0362
O	7.1385	8.9661	9.1452	-0.0076	0.0128	0.0318
O	9.6458	1.0765	9.0795	-0.0124	0.0046	0.0245
O	8.2143	2.5167	22.7505	-0.0105	0.0085	-0.0319
O	10.9812	5.5606	22.6456	-0.0058	0.0113	-0.0299
O	5.631	0.1045	22.6326	-0.0112	0.0161	-0.0349
O	5.2989	5.4145	22.6245	0.0094	-0.0088	-0.0299
O	2.1522	2.7992	22.4715	0.0052	-0.0134	-0.0293
O	3.3385	7.8739	22.5121	-0.0135	0.0059	-0.0296
O	8.3902	8.7406	22.4007	0.0145	-0.0014	-0.0338
O	-0.1739	11.2135	22.7514	0.0117	-0.0107	-0.0297
Si	2.1533	2.9662	12.8879	-0.0036	0.0015	0.0008
Si	8.6785	1.3126	10.3692	-0.0021	-0.0032	-0.0077
Si	1.0632	4.4991	15.3416	0.0031	-0.0049	-0.002
Si	7.5422	5.5827	12.1988	-0.0044	0.0011	0.0013
Si	2.4193	8.1841	21.2013	0.0022	-0.0103	0.0105
Si	5.4106	7.7883	12.4687	0.0017	0.0007	-0.002
Si	9.2609	0.4517	15.5039	0.0038	0.0049	-0.0039
Si	2.9115	-0.0382	16.6514	0.0046	-0.0015	0.0017
Si	10.4659	1.1548	12.6124	-0.0003	-0.0034	0.0045
Si	7.7617	2.8272	21.2251	0.0017	-0.0067	0.0056
Si	9.1268	8.7812	14.4664	0.0027	-0.004	-0.0003
Si	1.4669	4.7735	10.3663	-0.0008	-0.0058	-0.0083
Si	4.4828	9.4819	19.1201	0.0023	0.0025	-0.0007
Si	11.0774	6.0978	21.1052	0.0037	0.0061	0.0051
Si	6.6144	10.4466	14.8457	-0.0008	-0.0003	0.0022
Si	5.3877	0.7326	21.1519	0.0048	-0.0085	0.0019
Si	2.3425	9.8037	10.3959	-0.0029	0.0072	-0.0035
Si	0.4301	10.631	21.3733	-0.0094	0.0053	0.003
Si	5.8548	5.2556	21.1085	-0.002	-0.0008	0.013
Si	3.6354	7.0822	10.1129	0.0075	-0.0075	-0.0061
Si	9.0444	5.6854	14.8368	-0.0053	-0.0025	0.0006
Si	3.6589	4.0865	19.0798	0.0019	-0.0064	0.0025
Si	10.0344	3.6595	19.3172	-0.0038	0.0035	-0.0027
Si	4.2536	8.6697	15.355	0.0011	0.0002	-0.0034
Si	0.4506	1.9166	17.154	-0.0013	0.0023	-0.0022
Si	6.7946	7.5312	19.2279	0.0028	0.0048	-0.0041
Si	5.2602	3.6228	16.7335	-0.0023	-0.001	-0.0024
Si	7.7852	5.0054	17.5175	0.0051	0.0048	-0.0021
Si	6.6555	9.927	10.3775	-0.0027	-0.0014	-0.015
Si	4.377	1.0493	10.1126	-0.0016	0.005	-0.0165
Si	-0.0382	9.0865	11.9127	0.0035	-0.001	0.0045
Si	9.1067	8.6311	20.9148	0.0007	0.0062	0.0041
Si	4.5551	1.666	14.5743	-0.0045	0.001	0.0011
Si	2.4469	2.0852	21.0292	-0.0089	-0.0028	0.0078
Si	6.328	3.3384	10.3795	0.0027	0.0033	-0.0101
Si	3.4323	5.9184	16.7246	0.0022	-0.0037	-0.0026
Si	9.8786	6.5356	10.3628	0.0008	-0.0063	-0.0051
O	0.1243	2.6241	18.5896	0.0054	-0.0066	0.0009
O	2.9219	9.6346	15.5788	-0.0006	-0.0017	-0.002
O	10.8678	4.8011	20.1472	-0.005	-0.0144	-0.0024
O	7.5802	2.4133	9.9296	-0.0006	0.002	0.0026
O	10.9229	5.3427	10.811	-0.0026	0.0011	-0.0063
O	6.5946	6.7396	12.8608	0.0017	-0.0003	-0.0078
O	10.3182	8.0594	10.7865	0.0046	0.0098	-0.0017
O	7.6641	9.4552	13.999	-0.0002	0.0008	-0.0029
O	8.407	6.2089	10.9691	-0.0098	-0.0054	0.0014
O	5.3578	10.4748	20.068	-0.0063	-0.0101	0.0005
O	2.1638	3.73	11.428	0.0035	-0.0077	0.0053
O	7.9749	8.546	19.7447	-0.0116	-0.0049	-0.0025
O	6.2129	6.7304	20.5345	0.0032	0.0056	0.0013
O	5.5108	2.7164	15.4035	0.0001	-0.0004	-0.0005
O	1.3007	0.9292	20.7021	0.0047	0.0031	0.0077
O	6.041	9.0562	11.62	-0.0073	-0.0096	0.0009
O	4.6238	4.9922	16.111	-0.0019	0.0026	0.0015
O	6.5945	3.9011	17.6366	-0.0032	-0.0023	0.0041
O	10.519	10.6644	11.8183	-0.0001	0.0052	-0.0033
O	5.5803	0.4956	13.9876	0.0006	0.0004	-0.0028
O	8.0265	5.0747	15.9258	0.0039	0.0006	-0.0038
O	9.728	9.8132	15.5908	0	-0.0011	0.0019
O	-0.3941	5.1568	15.1232	0.0002	0.0009	0.0002
O	1.5818	6.8283	20.8171	-0.0021	-0.0004	0.0093
O	1.5003	0.6383	17.1778	0.0003	0.0001	0.0035
O	6.595	1.7694	20.7905	0.0036	0.0034	0.0105
O	1.0133	1.7864	12.8354	-0.0027	-0.0021	-0.0047
O	3.2473	5.5016	18.3231	-0.0007	0.0053	0.0002
O	9.5277	2.012	11.5866	0.0062	-0.0004	-0.0014
O	1.0076	3.1006	16.1819	0	0.0044	0.0004
O	8.584	5.1445	13.3719	0.0032	0.0011	0.0031
O	10.2757	8.5733	13.3202	-0.0064	0.0008	0.0044
O	1.4443	9.3974	21.6789	0.0012	-0.0003	0.0036
O	10.0788	9.9384	20.5971	-0.0023	-0.0027	0.0078
O	3.1789	0.2075	10.8812	-0.0001	-0.002	-0.0067
O	5.0765	2.355	10.8338	0.0013	-0.0035	-0.01
O	1.7397	4.1504	13.9134	-0.0034	0.0031	0.0038
O	7.9101	10.8715	10.8497	-0.0007	0.0046	-0.008
O	9.1292	4.4684	18.241	-0.0077	0.0041	0.0002
O	5.6326	9.4967	15.7694	0.0011	0.0002	0.0025
O	5.5259	-0.033	9.7326	-0.0024	0.0058	0.0043
O	3.5936	2.3069	13.3903	0.0028	-0.001	-0.0018
O	1.9794	5.6408	16.0498	-0.0023	-0.0004	-0.001
O	9.7118	1.0464	14.0477	-0.0014	-0.0014	0.0029
O	4.3921	6.9368	11.5316	0.0089	0.0029	0.0044
O	4.7503	4.4832	20.218	-0.0125	-0.0051	-0.0046
O	9.9465	1.3389	16.659	-0.0017	-0.0033	0.0029
O	6.664	4.3178	11.6441	0.0045	0.0072	-0.0018
O	5.5822	8.403	18.5665	-0.0017	0.0002	0.0048
O	9.084	2.7367	20.2821	0.009	0.0052	-0.0015
O	3.6043	1.1367	15.7812	0.0009	0.0003	0.001
O	4.2173	3.0772	17.8987	0.0055	0.0013	-0.0022
O	9.9259	7.2228	20.8787	0.0008	-0.0022	0.0084
O	3.3419	8.6579	9.8164	-0.0025	0.0022	-0.003
O	3.9304	7.4285	16.3711	-0.0008	0.0003	0.0012
O	7.6269	0.4804	15.7032	0.0002	-0.0007	0.0017
O	8.9133	7.2956	15.0513	0.0001	0.0003	-0.0001
O	3.9286	1.4348	21.1446	0.0024	0.0007	0.0088
O	1.5897	9.1363	11.6999	-0.0091	-0.0017	-0.0014
O	2.3205	6.144	10.1628	0	0.0006	-0.0045
O	7.352	6.4573	18.1344	0.003	-0.0095	-0.0006
O	7.2169	4.3611	21.1333	-0.0023	0.0032	0.0075
O	4.5422	8.2394	13.7909	-0.0032	0.0025	0.0039
O	3.3363	8.659	19.9542	0.0126	0.0069	-0.0043
O	2.4929	3.242	19.8675	0.0053	0.0136	-0.0043
O	3.7375	10.3688	17.9698	-0.0071	0.0037	-0.0045

Results
free energy: -135411.176 eV
free energy less fixed offsets of As -4856.12, O -568.88, Si -635.61 eV per atom: -6.376 eV

The program warned: the cutoff lies below the one the program advises for these potential files; the exchange-correlation potential is rough where the density is thin.
